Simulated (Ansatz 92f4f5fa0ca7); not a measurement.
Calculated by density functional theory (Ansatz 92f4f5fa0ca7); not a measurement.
Periodic cell of 462 atoms, Si286O176, from a study of silicon, its oxide and their interface. The atomic structure is a simulated model.

Settings: functional r2SCAN; potential files Ansatz PAW; basis plane waves; wave-function cutoff 800 eV; density cutoff ratio 5; exchange-correlation grid ratio 1; k mesh 1 x 1 x 1, Gamma-centred; self-consistency stop 1e-10 eV per atom in the density residual; occupations fixed; spin none; net charge 0.

Cell vectors (angstrom)
a	16.3305	0	0
b	0	16.3305	0
c	0	0	29.6968

Atoms and the computed forces on them: element, x, y, z (angstrom), force x, y, z (eV/angstrom)
Si	0.2501	-0.2493	0.1581	0.017	0.0086	0.0569
Si	2.6803	2.7915	-0.1236	-0.0131	0.0142	0.1131
Si	0.3533	4.972	-0.3178	-0.007	0.0142	0.1658
Si	3.0281	7.7782	-0.1804	0.0166	0.0198	0.1572
Si	-0.1844	11.2389	0.1785	-0.02	0.0111	0.1489
Si	2.5677	14.0145	0.4655	-0.0507	0.0087	0.0351
Si	5.7975	-0.2457	0.3796	0.0193	-0.0564	0.0967
Si	8.522	2.348	0.2559	0.0054	-0.041	0.0748
Si	5.372	5.625	0.0061	-0.0355	0.0119	0.062
Si	8.1437	8.4866	0.2332	-0.0347	-0.0051	0.0366
Si	5.8692	10.6284	0.0355	0.0365	-0.0129	0.1065
Si	7.8747	13.8082	0.0476	-0.0072	0.0554	0.0825
Si	10.7144	0.1861	-0.0163	-0.0439	-0.0373	0.1033
Si	13.3396	2.8329	-0.0533	-0.0103	-0.002	0.1248
Si	11.167	5.1146	-0.0793	0.0113	-0.0026	0.1008
Si	13.2029	8.6122	-0.2283	-0.0092	-0.0111	0.1266
Si	10.9217	10.7125	0.4145	0.0406	0.0282	0.056
Si	13.9316	13.4128	0.0091	0.0065	-0.0067	0.1119
Si	1.4498	1.3753	1.3315	-0.0019	0.0236	0.0369
Si	4.2021	3.988	1.2505	0.0025	0.0005	0.0165
Si	1.3537	6.69	1.075	0.0139	-0.0067	-0.0291
Si	4.1117	9.4787	1.146	-0.0127	-0.0081	-0.0337
Si	1.3723	12.3236	1.5364	-0.0241	-0.0001	-0.0213
Si	4.1722	15.069	1.7155	-0.0107	-0.0161	-0.0039
Si	7.003	1.2566	1.6391	0.0179	-0.0058	-0.0194
Si	9.6592	4.0327	1.384	0.0093	-0.0156	-0.0073
Si	6.9055	6.8113	1.3273	-0.0112	0.0125	0.0097
Si	9.5177	9.5238	1.7716	-0.0236	0.0204	0.0147
Si	6.8439	12.2246	1.445	-0.013	0.0001	-0.0008
Si	9.5483	14.9328	1.3087	0.0082	-0.0192	-0.0136
Si	12.233	1.3372	1.3628	-0.0001	0.0348	-0.0126
Si	15.0269	4.0154	1.1344	-0.007	-0.0035	-0.0054
Si	12.307	6.8098	1.1326	-0.0164	0.0118	0.0104
Si	14.9112	9.5422	1.205	0.027	0.0002	-0.038
Si	12.3117	12.3015	1.37	-0.0143	0.0277	-0.0021
Si	15.0057	14.9351	1.4361	0.0082	-0.0032	0.0023
Si	0.0088	2.712	2.6312	-0.0061	-0.0179	0.0176
Si	2.7492	0.1341	2.8755	0.0021	-0.0065	0.0281
Si	0.0002	8.1039	2.4824	0.0213	0.0207	-0.0007
Si	2.7316	5.3743	2.5625	0.0119	0.0037	0.0175
Si	0.0086	13.6461	2.8821	0.0061	-0.003	0.0254
Si	2.7799	10.8165	2.6417	0.01	0.0206	0.0038
Si	5.5146	2.7019	2.7333	0.0083	-0.0021	0.0175
Si	8.3151	-0.1287	2.9039	-0.0035	0.0161	0.0258
Si	5.4535	8.1668	2.6447	-0.0042	0.0044	0.0357
Si	8.2373	5.4139	2.6729	-0.0018	-0.0038	-0.0026
Si	5.4718	13.5259	2.8716	0.0407	0.0056	0.0292
Si	8.1571	10.9739	2.9356	-0.0053	-0.0176	0.018
Si	10.9564	2.6933	2.796	-0.0074	-0.0148	0.0303
Si	13.613	-0.0067	2.7062	0.0104	-0.0025	0.0107
Si	10.9755	8.02	2.7539	0.0143	0.0393	0.0041
Si	13.7088	5.4664	2.53	-0.026	-0.0273	0.013
Si	10.9192	13.6299	2.7097	-0.0144	-0.004	0.0107
Si	13.6232	10.8633	2.7059	0.0256	0.002	0.0183
Si	1.367	4.0836	4.0049	0.03	0.0058	-0.0079
Si	4.1339	1.4503	4.1795	-0.0298	0.0036	0.0119
Si	1.3545	9.452	3.9366	-0.0005	-0.0011	0.0137
Si	4.0708	6.7738	3.968	0.0057	-0.0005	-0.0199
Si	1.3822	15.0354	4.1681	-0.0058	-0.0249	0.0186
Si	4.0614	12.1586	4.1287	-0.0123	0.0122	0.0124
Si	6.8474	4.099	4.051	0.0123	-0.0126	0.0033
Si	9.6057	1.3465	4.1804	-0.004	-0.0058	0.0045
Si	6.7498	9.522	4.1191	-0.0003	0.0011	-0.0063
Si	9.5714	6.7279	4.0965	0.0139	0.0052	0.0095
Si	6.8492	14.9083	4.2016	0.0148	0.0004	-0.0111
Si	9.587	12.3117	4.1789	-0.0333	-0.0004	0.0047
Si	12.3531	4.1223	4.0177	-0.0017	-0.0038	-0.0066
Si	14.994	1.3642	4.0389	0.0235	0.0111	0.0132
Si	12.2902	9.4774	4.0735	-0.0109	0.0139	-0.005
Si	15.0197	6.7998	3.9721	0	-0.0141	-0.0069
Si	12.2533	14.9854	4.0851	-0.0157	-0.0026	-0.0208
Si	14.9696	12.2005	4.1115	-0.0007	0.02	-0.0052
Si	-0.0085	0.0399	5.4771	0.0056	-0.0087	0.0137
Si	2.712	2.7877	5.4627	0.0091	-0.0035	0.0051
Si	0.0248	5.4479	5.3902	-0.0012	0.0034	0.0121
Si	2.7006	8.1166	5.3556	-0.0025	0.0068	-0.0037
Si	0.0253	10.8171	5.39	0.0048	0.009	-0.001
Si	2.7158	13.5913	5.4623	-0.0027	-0.0086	0.0208
Si	5.4632	0.0077	5.4881	0.0101	-0.0129	0.0189
Si	8.1812	2.7386	5.439	-0.0198	-0.0017	0.0077
Si	5.4451	5.4537	5.3778	0.0026	-0.0106	-0.0055
Si	8.1778	8.1416	5.398	-0.0007	0.0008	0.0107
Si	5.4027	10.8404	5.521	0.0152	0.0025	-0.0035
Si	8.2005	13.6055	5.5707	0.0055	0.0166	-0.0067
Si	10.9523	-0.0011	5.5145	-0.0058	0.0056	0.0103
Si	13.667	2.7487	5.4121	-0.0043	-0.0091	0.0159
Si	10.9518	5.4078	5.4453	-0.0212	-0.0045	-0.002
Si	13.6736	8.1402	5.4132	-0.0163	-0.0123	0.0005
Si	10.9253	10.8516	5.444	0.0094	0.0074	0.0088
Si	13.6009	13.5873	5.4214	0.0078	-0.0074	0.005
Si	1.3589	1.404	6.8218	-0.0085	0.0045	0.0087
Si	4.0824	4.1422	6.7981	-0.0208	-0.0007	0.0094
Si	1.3704	6.7993	6.7888	0.0089	-0.0019	0.0052
Si	4.0086	9.4628	6.8043	0.0103	0.0144	0.0019
Si	1.3195	12.2168	6.7821	-0.0061	-0.0236	0.0009
Si	4.0692	14.9711	6.8245	0.009	0.0043	0.0102
Si	6.8092	1.4139	6.8156	0.0275	0.018	-0.0058
Si	9.5469	4.0842	6.8033	0.0228	-0.0166	0.0063
Si	6.8014	6.7997	6.7539	-0.0069	0.0109	-0.0161
Si	9.5236	9.4999	6.7775	-0.0171	0.0026	0.0098
Si	6.7744	12.2352	6.8509	0.0163	-0.0185	-0.0005
Si	9.5496	15.0066	6.8719	-0.007	-0.0186	0.0034
Si	12.3101	1.3934	6.8092	-0.0275	-0.0218	0.0054
Si	15.0113	4.092	6.7965	0.0043	-0.0022	0.0009
Si	12.2908	6.8036	6.7963	0.0055	0.0078	0.0122
Si	15.0079	9.4964	6.8069	0.0155	0.015	0.0024
Si	12.2765	12.2274	6.7979	-0.0043	0.0211	-0.0066
Si	14.9531	14.9566	6.7774	-0.0111	-0.0054	0.0041
Si	0.0161	2.7424	8.2102	0.0113	0.0066	0.0031
Si	2.694	0.0177	8.1781	-0.0243	-0.0088	-0.0023
Si	0.0239	8.1501	8.1883	0.0091	-0.0103	0.0015
Si	2.7262	5.4616	8.193	0.0209	0.0119	0.0077
Si	-0.0606	13.5761	8.1515	-0.0002	0.0096	-0.0034
Si	2.6472	10.8485	8.1498	0.0081	0.0082	0.0065
Si	5.4257	2.7756	8.1632	0.0074	-0.0117	-0.0121
Si	8.1678	0.075	8.1748	0.0021	-0.0082	0.0121
Si	5.408	8.1056	8.132	0.0028	0.0007	0.0074
Si	8.1668	5.4751	8.1404	-0.0125	-0.0029	-0.012
Si	5.405	13.6166	8.2054	0.0046	0.0024	-0.0046
Si	8.1447	10.8489	8.1388	-0.0175	-0.0022	-0.0009
Si	10.8944	2.7185	8.1512	-0.0034	-0.0023	0.0039
Si	13.6455	0.0005	8.1518	-0.0011	0.0047	-0.0039
Si	10.8988	8.1616	8.1565	0.0012	0.0031	-0.0142
Si	13.6392	5.4379	8.1691	0.0033	-0.0093	-0.011
Si	10.9221	13.5962	8.1466	-0.0103	-0.0079	-0.0076
Si	13.6367	10.8792	8.1668	-0.0114	-0.0002	0.0017
Si	1.3828	4.0991	9.578	0.0069	-0.0032	0.0049
Si	4.0573	1.4149	9.5221	-0.0026	0.013	0.0129
Si	1.3276	9.5306	9.5982	-0.005	0.002	-0.0002
Si	4.0879	6.792	9.5836	0.0035	0.0023	-0.0001
Si	1.2758	14.9684	9.4888	0.0123	0.003	0.0037
Si	3.9679	12.231	9.4995	0.0029	-0.018	-0.0129
Si	6.776	4.164	9.5178	-0.0103	0.0021	-0.0026
Si	9.5294	1.4096	9.5548	0.0167	0.0015	-0.0197
Si	6.7378	9.4984	9.46	0.0159	0.0242	-0.0075
Si	9.5231	6.8172	9.5326	0.0014	0.0138	-0.0083
Si	6.7694	15.0632	9.4923	0.0034	0.0079	-0.0107
Si	9.5382	12.2201	9.4398	-0.0141	0.021	-0.0103
Si	12.2401	4.0757	9.5001	-0.0234	-0.0068	-0.0213
Si	14.9885	1.3329	9.5427	0.0091	-0.0203	-0.001
Si	12.253	9.5375	9.5191	-0.0017	0.0081	-0.0078
Si	15.0096	6.7783	9.5488	0.0064	-0.0166	-0.0054
Si	12.2561	14.9916	9.4903	-0.0106	-0.0053	-0.007
Si	14.9284	12.2472	9.593	0.0149	0.0053	0.003
Si	-0.0188	-0.0363	10.9505	-0.008	0.0074	0.0103
Si	2.7388	2.7488	10.9637	-0.0012	0.0019	0.0241
Si	0.0423	5.446	10.9652	-0.0013	0.0059	-0.0183
Si	2.7356	8.1709	10.9292	0.0329	-0.002	0.0122
Si	-0.0592	10.8786	10.9886	-0.0044	0.0052	0.0384
Si	2.5603	13.5797	10.8482	-0.014	-0.0043	-0.0114
Si	5.3828	0.0634	10.8955	0.0266	-0.0178	-0.0037
Si	8.1271	2.8119	10.8474	0.0115	0.003	-0.0002
Si	5.4469	5.4607	11.0028	0.0081	0.0089	0.0013
Si	8.1238	8.2181	10.8444	-0.0038	-0.0056	-0.0049
Si	5.3284	10.8337	10.7917	0.0041	0.0094	0.0075
Si	8.2119	13.6767	10.6865	0.036	-0.0502	0
Si	10.9286	0.0268	10.857	-0.0296	-0.0004	-0.0006
Si	13.5815	2.6878	10.8354	-0.0143	-0.0024	-0.0053
Si	10.8668	5.4009	10.8811	0.0058	0.0074	-0.0008
Si	13.607	8.1411	10.8507	0.0055	-0.0242	-0.0216
Si	10.864	10.9047	10.8704	-0.0133	0.0247	0.0077
Si	13.5316	13.6521	10.9215	-0.02	0.023	-0.0051
Si	1.4014	1.3117	12.2891	0.0095	0.0138	-0.027
Si	4.0894	4.084	12.4169	-0.0142	-0.0152	-0.016
Si	1.4386	6.8188	12.3439	-0.0055	0.0073	-0.014
Si	4.0389	9.542	12.3348	0.0051	0.0105	0.0134
Si	1.2254	12.3161	12.3748	-0.0099	0.0174	-0.0078
Si	3.9207	14.9667	12.1208	0.0181	-0.0126	-0.0215
Si	6.7527	1.5064	12.2092	0.0041	-0.0046	-0.0094
Si	9.4591	4.104	12.2845	-0.006	0.0115	-0.0093
Si	6.8163	6.926	12.2937	-0.0002	-0.0066	0.0023
Si	9.4632	9.5772	12.2128	0.0227	-0.0022	-0.0389
Si	6.7487	12.327	11.8442	0.0054	0.0301	-0.0205
Si	9.5523	14.973	12.1305	0.0145	0.0198	-0.0354
Si	12.247	1.3841	12.2726	-0.0046	0.0002	-0.0181
Si	14.9634	3.9852	12.1797	0.0012	-0.0069	-0.0079
Si	12.2778	6.7446	12.1802	-0.0248	0.0324	-0.018
Si	14.8787	9.4666	12.3028	-0.0134	0.0109	-0.009
Si	12.0966	12.3449	12.2754	-0.0039	-0.018	0.0042
Si	14.8584	14.9894	12.3294	-0.0016	0.0044	-0.0072
Si	-0.0176	2.6566	13.5736	0.0404	0.0128	0.0252
Si	2.666	-0.1352	13.6824	-0.0037	-0.0067	-0.0087
Si	0.0104	8.1401	13.6738	0.0037	-0.0288	-0.0214
Si	2.8005	5.5191	13.8298	0.0005	-0.011	-0.0137
Si	-0.315	13.5689	13.7957	0.0089	-0.0016	-0.0085
Si	2.6571	10.9518	13.6813	0.0111	-0.0047	0.011
Si	5.4414	2.6852	13.8125	0.0044	0.0102	0.0022
Si	8.1584	0.0564	13.3341	-0.0122	-0.0182	0.0188
Si	5.515	8.2868	13.746	0.0032	0.0007	-0.0165
Si	8.1446	5.5505	13.6539	-0.0251	-0.0145	0.029
Si	5.4067	13.5956	13.223	-0.0253	0.0027	0.0031
Si	8.0809	11.1944	13.3043	-0.0281	-0.0101	0.01
Si	10.7869	2.6609	13.6047	0.0041	-0.0088	0.0121
Si	13.6091	0.1098	13.7348	-0.0071	-0.0188	0.0235
Si	10.7861	8.0262	13.4602	-0.027	-0.0284	0.0153
Si	13.6326	5.3338	13.5299	0.0076	0.004	-0.0124
Si	10.7979	13.7426	13.747	-0.0198	-0.0408	0.0018
Si	13.3599	10.851	13.5265	-0.0104	0.0151	0.0246
Si	1.1839	4.1455	14.8879	0.0102	0.0078	-0.0905
Si	4.3733	0.8637	15.0021	0.0404	-0.0294	-0.0926
Si	0.9782	9.8723	14.9796	-0.0041	0.0148	-0.0609
Si	4.4219	6.7437	15.1864	0.0254	-0.0084	-0.1429
Si	0.9487	15.1252	15.0041	-0.0246	0.0136	-0.0972
Si	4.4276	12.1333	14.7293	-0.0143	-0.0378	-0.0498
Si	6.5937	4.4364	14.9721	0.0087	0.015	-0.1373
Si	9.6523	0.9931	14.8584	0.0311	0.0172	-0.0733
Si	6.718	10.0673	14.7799	0.0425	-0.0229	-0.0988
Si	9.8497	6.5127	15.0178	-0.0296	-0.0232	-0.1166
Si	6.6452	15.0868	14.4869	0.0421	0.0163	-0.0627
Si	8.824	12.9297	14.8006	0.0553	0.0132	-0.114
Si	12.0374	4.1843	14.8268	-0.0427	0.0387	-0.083
Si	15.2291	1.2151	15.1267	-0.0307	-0.0098	-0.1688
Si	11.8657	9.541	14.7571	-0.0454	0.0315	-0.0312
Si	15.317	6.3507	14.8148	-0.0147	-0.0138	-0.0716
Si	12.0574	15.3006	15.068	-0.0432	-0.0119	-0.0682
Si	14.7601	11.834	15.0845	0.0073	0.0443	-0.0979
Si	8.5709	-15.226	17.7329	0.0483	0.0542	-0.1931
Si	10.7608	2.3451	24.3845	-0.0045	0.0084	0.0194
Si	8.6262	-5.9876	20.8613	0.0161	-0.0418	-0.0066
Si	3.9045	-8.2638	18.1146	-0.0112	-0.0174	-0.1525
Si	13.4622	7.7551	16.8095	-0.0135	-0.0116	-0.1103
Si	13.0581	-1.6425	18.0693	0.0005	-0.0254	-0.1534
Si	10.674	-13.9065	21.2476	0.0205	0.0014	-0.0018
Si	17.9148	-21.5218	27.472	-0.0173	0.0015	0.1614
Si	24.3427	-15.2068	21.6572	0.0388	0.0007	-0.0034
Si	32.5481	-3.5192	21.5384	-0.0474	0.0076	-0.0398
Si	19.2387	13.6436	27.3786	-0.0184	-0.0112	0.1159
Si	14.6279	7.8079	19.4245	-0.0449	0.0118	-0.074
Si	-16.8198	-5.8834	19.7363	-0.0459	0.0069	-0.0852
Si	9.847	23.4313	27.6302	0.0259	0.0172	0.1302
Si	19.4332	-9.0042	22.8315	-0.0233	-0.0192	0.0385
Si	-8.4907	-9.4387	25.2202	0.0378	0.0047	0.1034
Si	-0.9945	-1.1346	19.9942	-0.0507	-0.0365	-0.0634
Si	30.6369	-1.6122	22.7791	0.0041	-0.0065	0.0052
Si	13.3801	-4.6721	18.0462	-0.039	-0.0161	-0.1062
Si	6.9365	-0.7888	19.3738	0.0324	0.0203	-0.0612
Si	7.2127	20.1298	17.8041	0.0328	0.013	-0.1878
Si	9.3945	15.9485	24.1467	0.0495	-0.0344	0.0529
Si	-2.8213	2.7966	17.3015	0.0213	-0.0137	-0.1607
Si	22.6402	8.458	20.0699	0.0244	0.0049	-0.0596
Si	8.1452	4.073	24.9464	-0.0237	0.0079	0.1142
Si	20.9537	0.3017	24.8326	-0.0311	0.0281	0.1178
Si	15.1771	17.6965	27.5797	0.0298	0.0066	0.1842
Si	6.7415	20.0626	27.6909	-0.0033	-0.0163	0.16
Si	2.4608	2.207	17.1453	-0.0061	-0.0027	-0.1892
Si	15.6833	16.7696	24.8071	0.0064	-0.0039	0.0741
Si	18.3789	-1.0679	25.2305	0.0261	-0.0147	0.1076
Si	16.0464	3.3534	23.8529	-0.0192	0	0.0636
Si	27.0618	-6.3936	18.8143	0.0397	0.0096	-0.1285
Si	13.3959	36.6091	25.0044	0.0454	0.035	0.068
Si	4.389	-22.7042	22.1235	0.0144	-0.0285	0.0159
Si	3.767	15.0652	19.46	-0.0331	-0.0148	-0.1166
Si	-9.4726	-18.2118	24.0038	0.0025	-0.0018	0.0581
Si	-1.6871	4.8032	19.5726	-0.0309	0.0139	-0.0771
Si	9.7044	-3.9313	27.8828	-0.0399	-0.0097	0.1322
Si	28.1124	-2.3111	24.5519	-0.0157	-0.0153	0.1237
Si	7.2424	-19.4695	21.1398	0.033	-0.0251	-0.0038
Si	11.9892	-18.0903	27.627	-0.0023	0.0005	0.1683
Si	12.4183	8.6695	26.5625	-0.0185	-0.017	0.129
Si	-7.1029	-5.7568	16.3485	-0.0005	-0.0554	-0.1257
Si	-5.4509	11.1201	25.4473	-0.0216	-0.0212	0.1076
Si	23.8007	5.5227	20.2456	0.0298	0.0011	-0.0847
Si	-3.4183	-9.8293	21.3554	0.0278	0.0266	-0.0269
Si	1.6105	-6.3656	24.8771	-0.0388	-0.0427	0.0955
Si	21.6654	-12.9997	24.1634	0.0151	0.0413	0.0896
Si	36.8359	12.6874	21.4411	0.0128	-0.008	-0.0011
Si	0.5218	-8.9119	24.4352	0.0136	0.0322	0.0834
Si	-2.6005	6.8538	24.3556	-0.0634	0.0333	0.0625
Si	5.7678	3.117	21.4522	-0.0328	0.0099	-0.0225
Si	-11.7736	-4.8829	27.0528	0.0113	-0.0021	0.1665
Si	-5.8999	5.3508	20.3821	0.0129	0.0671	-0.0842
Si	4.4805	3.5636	18.976	0.0017	0.0058	-0.0835
Si	2.5395	7.6985	26.4616	-0.0254	0.0078	0.1644
Si	6.1175	11.3707	24.4778	0.0246	-0.0546	0.0828
Si	8.6649	9.6825	23.8921	0.0323	0.0065	0.0544
Si	18.6044	-19.9314	23.4837	-0.0444	0.0276	0.063
Si	4.6365	1.4697	27.6512	0.0077	0.0093	0.1601
Si	18.3407	10.4254	17.772	-0.0366	-0.0337	-0.1381
Si	21.1235	22.5066	25.182	-0.0089	-0.0036	0.087
Si	17.7836	17.2045	19.5991	-0.024	0.0339	-0.0938
Si	35.4333	-2.8804	16.9338	-0.0129	-0.0283	-0.1634
Si	27.867	0.8114	18.9134	0.0127	0.0301	-0.1374
Si	17.2011	20.0084	20.9238	-0.0356	0.0057	-0.0353
Si	27.1487	-9.358	17.8134	-0.0327	0.0525	-0.1817
Si	19.3706	22.2419	20.0581	-0.0017	0.0148	-0.0755
Si	15.8515	20.3365	26.686	0.0089	0.0214	0.1361
O	11.9726	-17.0686	-10.8565	-0.0287	0.0129	0.0609
O	-3.3533	-10.8258	-4.8386	-0.0353	-0.0094	-0.0028
O	11.0946	-13.977	-6.8951	0.002	0.0006	-0.0094
O	13.1781	8.0733	-4.4379	0.023	-0.0215	-0.0676
O	-0.184	5.1498	-1.882	-0.016	-0.0027	-0.1485
O	5.6273	-12.814	-11.8357	-0.0434	-0.0069	0.0569
O	12.2574	3.9733	-0.5723	0.0271	0.0124	-0.0509
O	-2.9724	6.9994	-6.8918	-0.004	0.0018	0.0022
O	4.3175	5.0548	-10.1354	0.0089	0.0244	0.0409
O	4.0943	12.9215	-3.1551	0.019	0.0054	-0.07
O	5.4991	11.4102	-1.341	-0.0318	0.0268	-0.128
O	16.114	13.7826	-9.4611	0.0395	-0.0139	-0.0106
O	17.448	-9.2207	-3.771	-0.032	-0.0152	-0.0478
O	4.2391	6.7102	-0.4439	0.0075	-0.0144	-0.0629
O	7.644	3.0081	-0.913	-0.0397	0.0392	-0.1109
O	3.2269	-14.2096	-1.5289	0.0153	-0.027	-0.1298
O	7.7311	4.149	-3.1922	0.0404	0.0174	-0.1061
O	11.9611	9.6642	-0.2671	0.0128	-0.0461	-0.0509
O	22.641	12.9984	-5.1784	0.0029	0.0243	-0.0118
O	14.2529	3.9021	-3.3112	-0.045	0.0048	-0.0503
O	14.0368	3.9359	-11.3609	0.0121	0.0306	0.062
O	1.6175	23.2098	-6.3499	0.0175	-0.0319	-0.0476
O	5.4855	21.8632	-14.1787	-0.0032	0.0019	0.0587
O	4.7673	18.1795	-5.2871	-0.0026	0.0035	-0.0567
O	25.0497	-14.9814	-13.5556	-0.0555	0.0121	0.1675
O	11.4021	-0.3995	-1.394	0.0405	-0.0065	-0.111
O	17.082	-5.7635	-0.9766	0.0356	-0.0309	-0.1236
O	7.374	-2.1818	-7.2305	-0.0098	0.0211	-0.0181
O	9.2004	8.0216	-0.9114	0.0391	-0.04	-0.0941
O	10.4187	5.7285	-1.4029	-0.0434	-0.0005	-0.0891
O	12.3097	-9.6176	-12.4643	0.013	-0.0383	0.0368
O	20.0995	13.0814	-6.7265	0.0269	0.0102	-0.0072
O	11.0531	7.8587	-2.8187	0.0117	0.0049	-0.0566
O	11.9957	-6.109	-3.4537	0.0061	0.0337	-0.0476
O	16.9831	16.0072	-4.3649	-0.0194	0.0158	-0.0198
O	13.8881	18.2585	-1.3065	-0.0012	-0.0621	-0.1045
O	10.575	-6.1134	15.5096	-0.0012	0.0363	0.037
O	5.574	-0.2548	15.3163	-0.0469	0.0281	0.0665
O	19.496	-5.608	27.5152	0.033	-0.0274	-0.0826
O	1.5357	-2.0798	16.2571	0.0289	-0.0419	0.1055
O	20.601	6.7642	23.7827	-0.0021	0.0175	-0.0629
O	4.655	0.3941	26.4524	-0.0026	-0.0476	-0.1165
O	12.8999	-3.1906	18.4953	-0.0009	0.0002	0.0637
O	17.7479	14.9912	29.5142	0.0194	0.0099	-0.0415
O	12.5818	18.0467	18.0675	-0.0243	-0.0324	0.0823
O	1.5203	9.564	16.4798	0.0191	-0.0119	0.1053
O	1.6877	3.1879	16.1211	0.0287	-0.053	0.1165
O	-3.7145	3.5541	16.198	0.0279	-0.024	0.1176
O	16.4253	0.0561	19.9309	0.0211	0.0141	0.0316
O	7.5409	4.0368	16.2449	0.0289	-0.0324	0.1501
O	15.6377	-7.4587	20.0886	0.0184	0.0002	0.0197
O	26.807	-1.5667	23.95	-0.0227	0.0164	-0.0276
O	-4.1997	2.9272	25.071	-0.016	-0.0251	-0.0147
O	14.6771	1.9765	16.4846	-0.0218	0.0422	0.1315
O	5.7496	-3.7148	21.193	-0.0031	-0.0091	-0.001
O	-0.0917	2.5783	27.3663	0.0389	0.0119	-0.0507
O	21.6402	15.5812	19.3787	0	0.0179	0.0259
O	11.3223	-10.0192	21.3181	-0.0071	-0.0136	0.0224
O	7.5583	9.5095	19.9299	-0.0187	0.0049	-0.0078
O	14.5298	-1.1569	18.5823	0.0343	0.0118	0.0541
O	15.1918	6.2956	19.1483	0.0401	-0.0156	0.0199
O	19.4548	3.154	18.2571	0.0222	0.0262	0.0882
O	-3.0071	7.691	20.3557	-0.0051	0.0094	0.0102
O	29.1476	-1.4874	16.4585	0.0404	-0.012	0.1195
O	14.6398	6.9127	16.1569	-0.0187	0.0147	0.0794
O	17.7898	1.2649	18.0076	-0.0206	-0.0253	0.0656
O	19.1201	-7.3555	25.4611	0.0347	0.0379	-0.0607
O	25.4125	18.5284	21.1213	-0.0352	0.0112	-0.0154
O	7.5833	-0.1713	18.0074	-0.0458	-0.0497	0.0575
O	10.9573	13.3948	27.9905	0.023	-0.004	-0.0484
O	19.2146	7.0546	18.9053	-0.0383	-0.0234	0.0716
O	25.3832	12.1708	16.2159	-0.0081	-0.0002	0.1094
O	-0.9661	-9.5385	24.3861	0.0284	-0.0083	-0.0165
O	1.83	4.8851	20.4018	-0.0163	-0.0107	0.0115
O	19.6766	-1.8805	18.0381	0.0422	0.0578	0.1047
O	3.3047	9.5735	18.2283	0.0269	0.008	0.0596
O	14.3081	-17.305	21.2669	-0.014	0.0268	0.0098
O	9.479	-6.0148	17.888	0.0028	-0.0024	0.0726
O	14.4336	3.6311	23.7753	0.0013	-0.0163	-0.039
O	3.676	11.1407	21.243	0.0068	0.0105	-0.005
O	-1.7164	11.1108	18.9188	0.055	-0.0147	0.0622
O	-5.4223	5.2907	15.2133	0.0289	-0.0331	0.0472
O	5.2604	10.7051	23.2715	-0.0165	-0.0013	-0.0371
O	-0.0162	0.0333	15.5425	0.0117	0.0059	0.054
O	8.2296	-4.4202	21.0815	-0.0248	0.0357	0.0128
O	-9.6882	18.2167	22.0206	0.0012	-0.0007	0.0041
O	3.4978	-2.6866	28.8747	0.0672	0.0185	-0.0877
O	21.9454	2.6807	27.2122	-0.0005	0.0007	-0.096
O	-2.9468	-2.1651	28.3557	-0.0217	0.0294	-0.102
O	-14.7831	-3.5765	27.4254	-0.0243	0.0146	-0.048
O	3.614	1.3424	16.3851	-0.0285	0.0164	0.1185
O	10.9059	-7.99	18.6577	-0.0132	0.0279	0.0871
O	5.373	9.0476	21.2375	-0.0203	0.0106	0.0364
O	-0.4153	0.2267	28.4463	-0.0376	0.0127	-0.1058
O	0.8544	10.568	26.1685	-0.0165	-0.0252	-0.1147
O	7.5957	0.117	20.5081	0.007	0.0031	0.0235
O	1.8263	-18.8676	24.5958	-0.0166	-0.0404	-0.0371
O	35	-4.3531	17.4404	0.0034	-0.0012	0.0519
O	18.8912	-1.2655	26.7521	-0.015	0.0519	-0.0764
O	8.6491	9.6025	22.2911	-0.013	0.0073	-0.016
O	28.4905	-1.6688	26.0168	0.0074	0.0111	-0.1343
O	3.5775	-2.4978	20.4882	-0.0079	-0.0139	0.0262
O	16.2016	1.7605	24.045	0.0159	-0.0137	-0.0217
O	15.8132	-12.4633	20.1366	0.0465	-0.0271	0.0305
O	12.9026	-2.0544	23.4227	0.0121	0.0038	-0.0409
O	19.7185	6.6908	21.3992	0.0156	0.0063	0.0219
O	11.5654	12.4155	24.741	0.0233	0.0164	-0.0513
O	17.6841	12.8748	22.1758	0.0352	0.0105	-0.0094
O	-1.4283	-0.5003	23.7762	-0.0136	0.0023	-0.0182
O	10.8397	0.0129	15.4506	0.0173	0.0069	0.0393
O	3.1472	-0.2232	24.4063	0.0061	0.0094	-0.0563
O	-10.2899	5.042	28.3277	0.0283	0.0028	-0.0976
O	9.7156	11.71	26.431	-0.0068	-0.0182	-0.078
O	8.6577	6.8124	26.6041	-0.0815	-0.018	-0.0989
O	7.5706	5.1139	18.6711	-0.0104	0.0358	0.0669
O	1.6352	3.9795	29.1774	-0.0032	-0.0053	-0.0466
O	-2.7286	5.1292	20.788	-0.0094	-0.0314	0.0234
O	-2.4148	-4.4824	16.5038	-0.0404	0.0084	0.0848
O	8.3618	-3.122	28.2882	0.0112	-0.009	-0.11
O	3.2513	-7.3849	22.699	-0.0105	0.0228	-0.0101
O	0.5456	3.786	22.5283	0.0159	0.0156	-0.0019
O	7.8681	9.7601	15.9314	0.0301	-0.0243	0.0604
O	-1.281	12.2967	29.2413	0.0031	-0.0027	-0.059
O	23.286	3.2648	24.2292	-0.0035	-0.0426	-0.0378
O	20.3393	7.4914	16.5846	-0.0202	0.0471	0.1505
O	7.6078	10.7744	24.4133	-0.0151	0.0311	-0.0022
O	2.2015	11.2114	24.0454	0.0149	0.0197	-0.0392
O	8.2403	5.5778	24.359	0.0088	0.0001	-0.0518
O	-9.6527	4.3429	20.9772	0.008	0.0058	0.0396
O	4.8526	3.679	22.6561	0.0135	-0.0108	-0.0036
O	38.3543	-0.7351	24.1744	0.0291	-0.0201	-0.0435
O	12.8639	-7.4266	15.8726	0.0443	-0.0062	0.0396
O	8.2599	8.2271	24.4456	-0.0089	0.0153	-0.0319
O	23.1786	-9.3448	20.4658	-0.0151	-0.0064	0.0288
O	10.1543	-6.0402	20.2851	-0.002	0.0102	0.04
O	21.1891	2.5961	20.2177	0.0044	-0.034	0.0119
O	24.2982	2.4799	18.3442	-0.0045	-0.0036	0.0881
O	26.3648	0.9011	18.3509	0.0155	-0.0276	0.0744
O	0.2464	4.1227	25.2181	0.008	-0.0172	-0.0601
O	16.8325	9.0314	24.1517	-0.0131	0.0106	-0.0288
O	15.1915	-2.9696	22.667	0.0063	-0.0114	0.0234
O	-11.4875	4.5468	25.1241	-0.0218	-0.0351	-0.0175
O	10.5011	-10.5771	18.8123	-0.0069	-0.0656	0.0702
O	11.5179	-15.0325	20.4546	0.0042	-0.0071	0.0512
O	20.0681	22.9585	26.319	0.0376	-0.025	-0.0382
O	12.0855	-5.6285	18.3322	-0.0108	-0.0052	0.0625
O	8.1269	15.1328	24.8102	-0.0182	0.0062	0.0048
O	8.9336	-10.7998	20.9008	-0.0256	-0.0108	0.0493
O	8.7353	0.3162	22.8455	-0.0206	-0.0027	-0.0306
O	5.1624	16.9912	28.9183	-0.0115	0.0515	-0.1301
O	5.3827	10.8392	25.822	0.0367	-0.0212	-0.0753
O	7.0238	9.5249	29.3217	-0.0111	-0.0011	-0.0358
O	15.9436	11.2828	21.1139	0.0052	0.0129	0.0294
O	14.1478	24.8273	18.0518	0.024	-0.008	0.0805
O	10.2339	-15.4751	24.8565	-0.0067	0.0038	0.0096
O	10.1371	-6.1855	24.3937	-0.0142	-0.0072	-0.0349
O	1.4685	18.5417	20.5402	0.0238	-0.0056	0.0209
O	-1.5621	0.7927	26.1121	-0.0211	-0.0171	-0.0866
O	17.2103	-5.8195	18.9022	-0.0109	0.0177	0.06
O	9.5779	1.2959	29.2511	0.0137	0.0099	-0.0525
O	16.3937	5.2454	15.383	-0.018	0.0008	0.0214
O	9.7518	7.0903	16.5692	0.0298	0.0239	0.1686
O	9.5601	3.3602	24.7317	0.0194	-0.0096	-0.0315
O	7.7131	-2.2627	15.2516	0.0112	-0.0222	0.0766
O	13.4373	-7.8777	27.8401	0.0108	0.014	-0.1221
O	16.063	-5.4479	15.3018	-0.0044	-0.0021	0.0287
O	21.7335	-8.1166	18.7364	0.0381	0.0159	0.0554
O	18.7575	-8.2255	28.0242	0.0008	-0.0019	-0.1576
O	7.4214	-2.291	19.7638	0.004	-0.0226	0.0009
O	9.8935	11.2365	28.9709	-0.0209	0.026	-0.0677
O	19.1031	16.2842	19.8722	0.0299	-0.0024	0.0458
O	23.0737	14.9369	29.3916	0.0037	-0.0402	-0.0677
O	20.2953	13.1871	15.8803	-0.0034	0.0619	0.0773
O	10.968	3.8426	20.5501	0.0029	-0.0398	0.0042
O	21.8556	11.0627	15.3537	-0.0389	0.0283	0.034
O	22.5749	6.8158	25.5047	0.0061	0.0112	-0.0145

Results
free energy: -283320.768 eV
free energy less fixed offsets of O -570.45, Si -639.56 eV per atom: -7.408 eV

The program warned: the cutoff lies below the one the program advises for these potential files; the forces do not sum to zero within the program's tolerance; empty levels may hold ghost states of the PAW files; the exchange-correlation potential is rough where the density is thin.
